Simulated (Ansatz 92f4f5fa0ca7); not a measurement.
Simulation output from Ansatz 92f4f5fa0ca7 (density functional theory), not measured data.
Periodic cell of 227 atoms, Si134O92H1, from a study of silicon, its oxide and their interface. The atomic structure is a simulated model.
Doubt: the cutoff is far below the 930 eV that the study's wrapper takes by default for these files, so forces and energies are approximate.
This geometry differs little from another in the collection (a relaxation step or a small displacement).

Settings: functional PBE; potential files Ansatz PAW; basis plane waves; wave-function cutoff 580 eV; density cutoff ratio 5; exchange-correlation grid ratio 1; k mesh 1 x 1 x 1, Gamma-centred; self-consistency stop 5e-08 eV per atom in the density residual; occupations fixed; spin none; net charge +1 e, with a uniform compensating background and no finite-size correction.

Cell vectors (angstrom)
a 10.938 0 0
b 0 10.938 0
c 0 0 32.0585

Atoms: element, x, y, z (angstrom)
Si 0.2686 -0.205 24.5294
Si 5.9335 -0.1088 24.4593
Si 2.2966 2.9752 24.7824
Si 7.7919 3.0743 24.8058
Si 0.1142 5.3239 24.6705
Si 5.5913 5.3871 24.615
Si 2.4573 8.4379 24.4918
Si 7.9191 8.322 24.3885
Si 1.2975 1.3031 26.0195
Si 6.8521 1.347 26.0395
Si 4.0139 4.1513 25.8943
Si 9.4779 4.1866 25.9799
Si 1.3458 6.9016 25.9213
Si 6.7843 6.916 25.9245
Si 4.1314 9.6636 25.6827
Si 9.5446 9.5262 25.7248
Si 2.7869 -0.0119 27.2544
Si 8.274 -0.0427 27.2678
Si -0.0708 2.748 27.2986
Si 5.4012 2.7531 27.2803
Si 2.7116 5.5226 27.2908
Si 8.1444 5.5541 27.3162
Si -0.0607 8.2315 27.2494
Si 5.3949 8.2817 27.2282
Si 4.1018 1.3673 28.6403
Si 9.5708 1.3673 28.6403
Si 1.3673 4.1018 28.6403
Si 6.8362 4.1018 28.6403
Si 4.1018 6.8362 28.6403
Si 9.5708 6.8362 28.6403
Si 1.3673 9.5708 28.6403
Si 6.8362 9.5708 28.6403
Si 0 0 30.0075
Si 5.469 0 30.0075
Si 2.7345 2.7345 30.0075
Si 8.2035 2.7345 30.0075
Si 0 5.469 30.0075
Si 5.469 5.469 30.0075
Si 2.7345 8.2035 30.0075
Si 8.2035 8.2035 30.0075
Si 1.3673 1.3673 31.3748
Si 6.8362 1.3673 31.3748
Si 4.1018 4.1018 31.3748
Si 9.5708 4.1018 31.3748
Si 1.3673 6.8362 31.3748
Si 6.8362 6.8362 31.3748
Si 4.1018 9.5708 31.3748
Si 9.5708 9.5708 31.3748
Si 2.7345 0 0.6835
Si 8.2035 0 0.6835
Si 0 2.7345 0.6835
Si 5.469 2.7345 0.6835
Si 2.7345 5.469 0.6835
Si 8.2035 5.469 0.6835
Si 0 8.2035 0.6835
Si 5.469 8.2035 0.6835
Si 4.1018 1.3673 2.0507
Si 9.5708 1.3673 2.0507
Si 1.3673 4.1018 2.0507
Si 6.8362 4.1018 2.0507
Si 4.1018 6.8362 2.0507
Si 9.5708 6.8362 2.0507
Si 1.3673 9.5708 2.0507
Si 6.8362 9.5708 2.0507
Si 0 0 3.418
Si 5.469 0 3.418
Si 2.7345 2.7345 3.418
Si 8.2035 2.7345 3.418
Si 0 5.469 3.418
Si 5.469 5.469 3.418
Si 2.7345 8.2035 3.418
Si 8.2035 8.2035 3.418
Si 1.4388 1.2988 4.7704
Si 6.8519 1.3479 4.8462
Si 4.1768 4.0094 4.7511
Si 9.5726 4.0858 4.8164
Si 1.3707 6.8277 4.7505
Si 6.8787 6.8126 4.8095
Si 4.1227 9.5834 4.8243
Si 9.6062 9.5414 4.7376
Si 2.7921 -0.0158 6.2764
Si 8.2599 -0.0722 6.1354
Si 0.0452 2.6556 6.0733
Si 5.4914 2.6826 6.3
Si 2.7608 5.3992 5.9719
Si 8.242 5.4396 6.2641
Si 0.0594 8.2231 6.1238
Si 5.5255 8.2378 6.1656
Si 3.8393 1.6124 7.6959
Si 9.9233 1.0197 7.3793
Si 1.6214 3.8534 7.3138
Si 6.5469 4.3815 7.5923
Si 4.2763 6.594 7.2597
Si 9.4523 7.1047 7.4691
Si 1.2097 9.7184 7.5691
Si 7.1704 9.298 7.5368
O 5.4131 5.5502 7.8269
O 0.0778 -0.0788 8.0058
O 2.7137 2.7937 7.9671
O 8.2817 8.1551 7.9904
O 1.3647 9.5953 23.9712
O 6.6498 4.1567 24.2504
O 6.9072 9.5805 23.8897
O 2.7497 2.3807 23.2919
O 6.6607 9.9431 8.9732
O 0.9555 4.5954 8.6108
O 1.7789 9.0655 8.994
O 6.7983 3.9477 9.1792
O 10.2987 6.7057 8.8479
O 4.2133 1.1003 9.2335
O 3.4343 7.0596 8.5764
O 9.2063 1.7204 8.6821
O 5.7905 1.0098 23.1809
O 8.2708 2.4295 23.3375
O 12.0311 4.033 24.3545
O 5.175 6.1568 23.1767
O 8.3573 7.3966 23.042
O 8.157 3.9985 18.9247
O 2.9545 7.6248 23.1308
O 10.6869 0.685 23.2289
Si 7.116 10.3482 10.4888
Si 4.553 12.0212 10.8351
Si 7.9531 4.9806 17.6185
Si -0.2095 7.3389 19.7733
Si 4.1399 13.4826 15.3471
Si 0.265 1.1217 17.6162
Si 12.7076 1.9702 19.893
Si 5.6735 1.7564 21.7576
Si 7.116 3.4099 15.0649
Si 3.7366 -2.1654 18.1601
Si 4.3163 0.231 19.4586
Si 8.0119 4.0589 10.2564
Si 9.1941 1.4868 10.2889
Si 10.6689 5.2309 9.4503
Si -0.1787 6.9275 13.887
Si 5.9163 6.9801 17.3818
Si 10.504 1.0641 21.6701
Si 2.7482 7.9536 9.7213
Si 7.0215 -0.0276 18.0759
Si 6.9679 2.9006 19.1945
Si 14.0515 3.4147 22.0877
Si 11.386 1.3313 12.3341
Si 7.5383 -2.0614 15.78
Si 9.9754 2.4121 14.9339
Si 2.6006 10.7342 16.0515
Si 1.2075 -1.3826 13.426
Si 7.84 5.7406 12.9466
Si -1.4514 10.2134 19.5932
Si 8.4776 3.182 21.9164
Si 9.9351 -3.9741 16.7121
Si 3.7411 6.396 22.409
Si 1.5302 5.741 11.7016
Si 4.356 15.3194 17.9036
Si 3.8289 9.3707 12.0543
Si 9.2182 6.218 22.2732
Si 2.7254 6.3992 19.5635
Si 3.0786 3.181 12.4725
Si 6.642 -2.3732 12.9317
O 7.9198 -0.9588 19.1085
O -0.4838 8.9437 19.942
O 13.9164 4.9563 22.5697
O 10.4781 1.7101 16.3146
O 2.7516 7.4999 18.3528
O 3.9491 8.6343 10.6025
O 8.2212 2.6107 10.9743
O -0.7714 0.1433 18.395
O 7.1739 9.0565 11.4789
O 5.3858 0.0604 18.2309
O 3.5231 -1.1886 19.4666
O -0.0493 8.5268 13.562
O 4.2834 13.4719 11.5578
O 0.064 6.7793 15.508
O 7.8568 5.1934 11.4131
O 3.1528 4.9423 18.8869
O 9.3085 4.3738 9.3245
O 0.7907 2.3152 18.6292
O -1.9997 8.1977 16.3143
O 4.6654 3.0271 21.702
O -5.8493 9.0484 13.038
O 14.3964 -1.4365 16.722
O 1.7672 13.1834 12.388
O 5.2516 0.5527 20.7488
O -0.2612 1.6524 10.9146
O 7.2109 6.3374 18.1529
O 7.2913 10.2907 16.5858
O 0.1683 5.1581 11.0162
O 12.5851 -0.7243 14.8508
O 9.625 -4.2832 20.7558
O 6.7484 6.9457 12.9996
O 6.0946 11.5138 11.0089
O 3.4579 14.22 14.0631
O -1.5542 0.0863 21.0022
O 8.3456 2.3643 14.9793
O 5.2537 8.1584 18.2759
O 5.7425 13.477 15.0157
O 14.1413 1.4048 19.3321
O 9.294 -4.5909 13.4331
O 8.6279 -0.0026 10.5839
O 1.2103 -4.3301 20.1747
O 2.5262 8.8079 12.8428
O 6.3887 7.7169 16.0059
O -0.3428 7.1544 18.1645
O 1.9395 6.9823 10.741
O 4.9063 5.7273 17.1366
O 7.2853 4.5557 13.9238
O 3.579 11.9495 15.5389
O 3.7964 6.6904 20.7895
O 10.4258 12.535 13.6173
O 7.0871 4.1398 16.5353
O 11.7153 -0.2511 12.3583
O 11.9269 0.9035 20.8681
O -1.6514 5.449 16.8299
O 10.6123 3.9029 14.8099
O 13.0469 3.2617 20.8163
O 7.0952 2.5577 20.9553
O 7.4021 12.5011 18.3621
O 12.0202 6.1827 13.198
O 8.3957 4.7973 22.0174
O 3.6631 10.9611 11.7214
O 5.5034 3.5559 18.8255
O 1.5913 11.2189 17.2238
O 7.5097 9.2002 14.1831
O 2.7447 4.6619 11.8664
O 9.9083 2.5953 21.3905
O 3.8255 3.3667 16.7428
O 10.5222 5.9011 23.2054
H 10.5121 4.4739 15.5945

Results
free energy: -137528.800 eV
free energy less fixed offsets of H -15.97, O -568.88, Si -635.61 eV per atom: -4.130 eV

Forces (eV/angstrom), in the order of the atoms: element, x, y, z
Si 0.0868 -0.0921 -0.0693
Si 0.0735 -0.174 -0.1061
Si -0.1055 0.0759 -0.0903
Si -0.0673 0.0828 -0.1199
Si 0.0602 -0.1454 -0.0413
Si 0.0547 -0.0431 -0.0555
Si -0.0693 0.0995 -0.0324
Si -0.0431 0.03 -0.0445
Si -0.0162 0.0125 0.0401
Si -0.0247 0.0356 0.119
Si 0.0009 0.0174 0.0234
Si 0.0485 0.0069 0.0216
Si 0.015 -0.001 -0.0094
Si -0.0154 -0.006 -0.0203
Si -0.0208 0.0025 -0.0081
Si -0.002 -0.0228 0.0019
Si -0.0001 -0.0254 -0.011
Si -0.0094 -0.0197 -0.0064
Si 0.0097 0.0556 -0.0112
Si -0.0035 0.0314 -0.0101
Si -0.0273 -0.0199 -0.0105
Si -0.0097 0.0008 0.0013
Si 0.0308 0.0142 -0.0246
Si 0.0327 0.0112 0.0003
Si -0.114 -0.0247 0.2278
Si -0.046 -0.175 0.3351
Si -0.1402 0.0635 -0.074
Si -0.2667 0.0555 -0.0147
Si -0.0355 0.3658 -0.0023
Si -0.0372 0.2736 0.2497
Si 0.0443 -0.0532 -0.2989
Si -0.0313 0.0221 -0.2431
Si 0.0914 0.1455 -0.0085
Si 0.1153 0.0865 -0.0111
Si -0.0473 -0.0784 -0.0194
Si -0.0402 -0.1355 -0.0248
Si 0.0323 -0.0382 -0.0133
Si 0.0415 -0.0023 -0.0115
Si -0.0053 -0.1077 -0.0009
Si -0.0013 -0.0813 0.0118
Si -0.0097 -0.0035 0.0112
Si -0.0451 0.0534 -0.002
Si -0.031 0.0404 -0.0258
Si -0.0027 0.0543 -0.0397
Si -0.0159 0.0228 -0.0139
Si 0.0171 -0.0051 -0.0048
Si -0.0712 0.0175 -0.0376
Si -0.0276 0.0018 -0.0283
Si 0.0764 -0.0097 0.0186
Si 0.038 0.0224 0.0226
Si -0.0119 -0.0132 0.0145
Si 0.0237 -0.0445 0.0278
Si -0.014 -0.0187 0.0243
Si 0.0336 -0.0508 0.0099
Si 0.0403 -0.0615 0.022
Si 0.0098 -0.0223 0.0093
Si -0.0754 0.0629 -0.0457
Si 0.042 0.0302 0.0502
Si -0.019 0 0.0625
Si -0.01 0.089 -0.0133
Si -0.0001 0.0211 0.0588
Si -0.0835 -0.0148 -0.0343
Si -0.038 0.0556 -0.0422
Si 0.0007 -0.0169 0.0521
Si 0.2366 -0.0498 -0.2554
Si 0.0333 0.1643 0.2546
Si 0.2294 -0.3779 -0.2496
Si -0.1231 -0.0284 0.305
Si -0.2396 -0.0758 0.0069
Si 0.3185 -0.1084 0.0474
Si 0.1499 0.1836 0.114
Si 0.0753 -0.2734 -0.1497
Si 0.0069 0.0068 0.0143
Si 0.0075 -0.0043 0.0016
Si 0.0243 -0.0099 0.0285
Si 0.0088 -0.0154 -0.0062
Si 0.0159 -0.0128 0.0053
Si -0.0124 -0.0191 0.0257
Si 0.0093 -0.0091 0.0101
Si 0.0002 -0.0038 0.0139
Si -0.0369 0.0415 0.0329
Si 0.0166 -0.0236 0.0113
Si 0.0297 0.0045 0.0198
Si -0.0386 0.061 0.0386
Si 0.0401 -0.0302 0.0304
Si -0.0148 0.0322 0.0489
Si -0.0317 0.0165 0.02
Si 0.0344 -0.0481 0.0204
Si -0.0569 0.0587 0.1259
Si 0.0278 -0.0691 0.1332
Si 0.099 -0.0519 0.1858
Si -0.1521 0.0674 0.1348
Si 0.074 -0.1221 0.2556
Si -0.0464 0.0905 0.1337
Si -0.0362 0.0269 0.1433
Si 0.0509 -0.0288 0.136
O -0.0648 0.0578 -0.1904
O -0.0353 0.0341 -0.1918
O -0.0473 0.0375 -0.179
O 0.0075 -0.0039 -0.1614
O -0.0159 -0.0067 0.135
O 0.0307 -0.0221 0.0668
O -0.0164 0.0147 0.1468
O 0.0674 -0.0032 -0.0614
O -0.0048 -0.0567 -0.1728
O -0.0579 0.0107 -0.0831
O 0.024 -0.0094 -0.0854
O 0.0016 -0.0003 -0.1802
O -0.013 -0.0412 -0.0891
O -0.0266 0.0319 -0.2241
O -0.0024 0.0816 -0.0367
O 0.027 0.0029 -0.1413
O 0.0657 0.1918 -0.3193
O -0.1659 0.104 -0.5549
O 0.0174 0.0405 0.0979
O 0.0272 -0.0247 0.0252
O -0.0234 0.0066 -0.0188
O -0.1945 -0.3511 0.4845
O 0.0155 -0.0151 -0.0297
O -0.0156 0.0084 -0.033
Si 0.0701 0.0148 0.127
Si -0.0067 0.0029 0.1454
Si 0.0017 0.2542 -0.4189
Si 0.0967 0.0757 -0.1934
Si -0.0396 -0.0152 -0.3059
Si 0.0437 -0.0051 -0.1938
Si -0.0586 -0.0201 -0.1417
Si -1.0814 -0.6518 0.5081
Si 0.0057 -0.0117 -0.3472
Si -0.0665 -0.0438 -0.1576
Si -0.2701 -0.1093 -0.2563
Si -0.0016 -0.0087 0.0954
Si -0.0072 -0.0834 0.1747
Si 0.0763 -0.0181 0.0703
Si 0.0392 0.0166 -0.2093
Si -0.014 0.0896 -0.1661
Si 0.1847 -0.2547 0.0136
Si 0.064 -0.064 -0.0858
Si -0.0345 -0.4 -0.2538
Si -0.0868 0.1978 -1.3308
Si -0.2773 0.0896 0.0584
Si 0.0532 -0.0158 -0.0621
Si 0.0401 -0.0527 -0.3176
Si 0.0656 -0.0662 -0.2566
Si -0.033 -0.0274 -0.2529
Si 0.0124 -0.0218 -0.1671
Si -0.0117 0.116 -0.1038
Si 0.1443 -0.1108 -0.1705
Si 0.9822 0.34 0.9587
Si 0.0518 0.1035 -0.2055
Si 0.0216 0.0455 0.0744
Si 0.1001 -0.0346 0.0617
Si -0.2585 0.165 -0.3504
Si 0.0233 -0.0046 0.0347
Si 0.1746 0.241 0.1528
Si -0.0894 0.0857 -0.1298
Si -0.0495 -0.0151 -0.1695
Si -0.0656 0.0021 -0.1523
O -0.0517 0.0912 0.0605
O -0.0471 0.0293 0.0261
O -0.0044 -0.0624 -0.0741
O -0.0157 0.0025 0.1264
O 0.0313 -0.0201 0.0806
O -0.0293 -0.0084 -0.0721
O -0.0214 0.0481 -0.0419
O -0.0642 -0.0025 0.0939
O 0.0009 0.0123 -0.0105
O 0.1011 0.0617 0.1139
O 0.0947 0.1043 0.08
O -0.0152 0.0041 0.0656
O 0.0205 -0.0136 -0.0108
O -0.0474 -0.0175 0.1599
O 0.0041 -0.0309 -0.0212
O 0.0731 -0.0355 0.0487
O 0.0135 -0.0095 -0.0897
O 0.0329 0.0011 0.1107
O -0.0123 -0.0036 0.1072
O 0.6135 -0.1992 -0.1306
O 0.0042 0.0008 0.0322
O 0.0235 -0.0052 0.11
O -0.0165 0.0043 0.0349
O 0.4201 0.4706 0.2261
O -0.0122 0.0258 -0.0358
O 0.0435 -0.1149 0.1054
O -0.0202 0.1215 0.2015
O -0.046 -0.0015 -0.0932
O 0.0299 0.0293 0.152
O -0.1026 -0.1147 0.1291
O 0.0063 -0.0211 0.0562
O -0.0026 0.0027 -0.0295
O 0.0483 -0.0133 0.1682
O -0.0985 0.1183 0.0527
O -0.0272 0.0094 0.1151
O 0.0059 0.0094 0.0713
O 0.023 -0.0011 0.1152
O 0.0878 -0.007 0.0926
O -0.0108 -0.0208 0.0473
O 0.0149 0.0013 -0.0598
O 0.0111 -0.0316 0.0416
O -0.0058 0.0176 0.0375
O -0.0293 -0.0243 0.1375
O -0.0222 -0.0402 0.1128
O -0.0008 0.0468 -0.0985
O 0.0106 -0.0774 0.1002
O -0.0226 -0.064 0.1209
O 0.0044 -0.003 0.1007
O 0.0296 -0.0294 0.0748
O -0.0604 0.0515 0.1102
O 0.0268 0.0225 0.2731
O -0.0167 -0.0149 0.0351
O -0.0349 0.043 0.0588
O -0.0868 -0.0852 0.1999
O 0.0171 0.053 0.1082
O 0.1068 0.0189 0.0898
O -0.022 0.03 -0.2141
O -0.0786 0.3647 0.5346
O -0.0315 0.0022 0.0427
O -0.2416 -0.4495 -0.2182
O -0.0005 0.0022 -0.0438
O 0.402 -0.2414 0.4496
O -0.0134 0.0155 0.1137
O 0.0247 0.0231 0.1526
O -0.0355 0.0281 0.0109
O -0.4326 0.1645 -0.1256
O 0.0463 0.0633 0.2184
O -0.0792 -0.0021 -0.084
H 0.0094 -0.0611 -0.1123

The program warned: the cutoff lies below the one the program advises for these potential files; the exchange-correlation potential is rough where the density is thin.
